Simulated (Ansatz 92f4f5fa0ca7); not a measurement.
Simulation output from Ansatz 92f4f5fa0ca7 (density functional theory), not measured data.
Periodic cell of 231 atoms, Si140O85As6, from a study of silicon, its oxide and their interface. The atomic structure is a simulated model.
Doubt: the cutoff is low for norm-conserving oxygen, so forces and energies are approximate.
Doubt: the program's own warning below bears on the result.

Settings
functional: HSE06
potential files: SPMS norm-conserving
basis: plane waves
wave-function cutoff: 800 eV
density cutoff ratio: 4
exchange-correlation grid ratio: 1
k mesh: 1 x 1 x 1, Gamma-centred
occupations: fixed
spin: none
net charge: 0

Cell vectors (angstrom)
a  11.6015  0  0
b  0  10.938  0
c  0  0  31.9027

Atoms: element, x, y, z (angstrom)
As  -0.057  -0.0805  23.0212
Si  3.7105  0.0121  23.4795
Si  7.7093  -0.015  23.1568
Si  1.8383  1.44  23.2671
Si  5.6504  1.2948  23.0974
As  9.6086  1.5035  23.0079
Si  -0.069  5.5468  23.3548
As  3.8545  5.5069  22.9442
Si  7.6113  5.4944  23.1338
Si  1.907  6.9014  23.2423
Si  5.7457  7.0427  23.2614
Si  9.5825  6.8396  23.1165
Si  1.8784  2.8698  25.128
Si  5.7266  2.7728  25.0106
Si  9.5869  2.7282  25.1129
Si  11.5091  4.1419  25.231
Si  3.8375  4.2304  25.0441
Si  7.6607  4.1297  25.0921
Si  1.8743  8.2457  25.1868
Si  5.7779  8.2309  25.2729
Si  9.6125  8.2713  25.0532
Si  11.5581  9.6469  25.1199
Si  3.8235  9.5527  25.3307
Si  7.6816  9.6259  25.1504
Si  11.5697  0.0365  27.0673
Si  3.8389  0.0676  27.1426
Si  7.6987  0.0426  27.0771
Si  1.9053  1.4182  27.0388
Si  5.7679  1.4225  27.0158
Si  9.6294  1.3898  27.0647
Si  11.5429  5.5073  27.1229
Si  3.8409  5.4763  27.0593
Si  7.7184  5.4647  27.0602
Si  1.8931  6.8294  27.0784
Si  5.7846  6.8057  27.1235
Si  9.6253  6.8788  27.0216
Si  1.9336  2.7345  29.0034
Si  5.8008  2.7345  29.0034
Si  9.6679  2.7345  29.0034
Si  0  4.1018  29.0034
Si  3.8672  4.1018  29.0034
Si  7.7343  4.1018  29.0034
Si  1.9336  8.2035  29.0034
Si  5.8008  8.2035  29.0034
Si  9.6679  8.2035  29.0034
Si  0  9.5708  29.0034
Si  3.8672  9.5708  29.0034
Si  7.7343  9.5708  29.0034
Si  0  0  30.937
Si  3.8672  0  30.937
Si  7.7343  0  30.937
Si  1.9336  1.3673  30.937
Si  5.8008  1.3673  30.937
Si  9.6679  1.3673  30.937
Si  0  5.469  30.937
Si  3.8672  5.469  30.937
Si  7.7343  5.469  30.937
Si  1.9336  6.8362  30.937
Si  5.8008  6.8362  30.937
Si  9.6679  6.8362  30.937
Si  1.9336  2.7345  0.9679
Si  5.8008  2.7345  0.9679
Si  9.6679  2.7345  0.9679
Si  0  4.1018  0.9679
Si  3.8672  4.1018  0.9679
Si  7.7343  4.1018  0.9679
Si  1.9336  8.2035  0.9679
Si  5.8008  8.2035  0.9679
Si  9.6679  8.2035  0.9679
Si  0  9.5708  0.9679
Si  3.8672  9.5708  0.9679
Si  7.7343  9.5708  0.9679
Si  11.6198  -0.0368  2.9424
Si  3.8942  -0.0476  2.9067
Si  7.7763  -0.029  2.92
Si  1.9568  1.2915  2.8576
Si  5.8413  1.2897  2.817
Si  9.6954  1.361  2.9241
Si  11.6275  5.4685  2.8717
Si  3.9016  5.4538  2.9253
Si  7.777  5.4654  2.9036
Si  1.9488  6.8105  2.8941
Si  5.8528  6.8139  2.9052
Si  9.7021  6.8627  2.9372
Si  2.0026  2.5852  4.8002
Si  5.8889  2.6125  4.7196
Si  9.7257  2.7718  4.8407
Si  11.7293  4.0324  4.7327
Si  3.9316  3.9125  4.7472
Si  7.7465  4.0984  4.8276
Si  1.9433  8.1147  4.8687
Si  5.8776  8.1406  4.8694
Si  9.7049  8.2767  4.8844
Si  11.674  9.6231  4.9627
Si  3.9055  9.3879  4.7516
Si  7.7668  9.6308  4.9245
As  11.681  -0.0602  7.0979
Si  3.9679  -0.3496  6.7227
As  7.8678  -0.0796  7.0494
Si  2.1567  1.1844  6.7346
Si  5.8454  1.1399  6.5741
Si  9.7738  1.468  6.8104
Si  11.6991  5.4137  6.6128
Si  3.9362  5.1637  6.7069
As  7.7117  5.2964  6.927
Si  2.1167  6.6708  6.7762
Si  5.724  6.682  6.7493
Si  9.689  6.6749  6.6125
O  5.2972  7.466  8.1865
O  4.0106  4.3455  8.1919
O  3.967  9.7472  8.1927
O  5.4917  2.2234  7.7828
O  9.7352  2.5023  8.1374
O  2.6906  2.0862  8.0499
O  2.5274  7.5242  8.1675
O  9.8657  7.3262  8.1441
O  11.6514  4.3766  7.9218
O  5.2732  1.9664  21.5788
O  5.7498  8.3796  22.2356
O  2.0321  2.2603  21.8291
O  7.8324  9.8531  21.8367
O  3.522  9.9366  22.1895
O  7.5284  4.3956  21.8592
O  1.8198  7.885  21.8819
O  11.3759  4.4101  22.1417
O  9.6091  7.5003  21.5726
Si  6.4785  9.2936  21.0547
Si  10.1847  4.5577  13.5521
Si  9.2978  9.759  13.2416
Si  7.0556  0.7062  13.2122
Si  0.226  6.3798  11.8042
Si  4.6311  7.716  11.7943
Si  7.9535  3.7606  20.4105
Si  0.4311  3.39  11.5937
Si  4.6532  4.766  13.1947
Si  9.7562  6.564  9.5821
Si  3.6187  4.8981  18.8105
Si  8.6638  10.0119  16.3279
Si  5.9727  1.4212  20.182
Si  7.4617  5.4449  13.7816
Si  4.8967  7.7597  19.1959
Si  11.0338  9.3468  18.0757
Si  2.2435  1.0824  12.8535
Si  3.0359  2.9117  15.1923
Si  7.0138  7.3977  15.9424
Si  10.048  4.0652  16.5082
Si  7.6682  7.5256  11.663
Si  1.2358  4.8568  16.8678
Si  4.1284  2.7397  8.5258
Si  1.9989  2.7703  20.2846
Si  7.8032  1.95  15.9472
Si  5.176  2.6773  17.3731
Si  2.6894  9.0517  21.138
Si  5.1147  9.2544  14.3284
Si  0.7338  9.1312  13.0962
Si  10.5413  3.7095  8.9108
Si  4.8461  2.0801  11.5862
Si  10.0859  7.2312  20.0307
Si  3.6462  9.278  16.9412
Si  11.0459  4.4078  20.5457
Si  3.9188  8.1916  8.7536
Si  1.905  10.9009  18.8854
Si  7.9649  5.7846  18.2059
Si  1.05  7.7862  16.0124
O  4.245  8.7477  13.0261
O  7.3022  4.7049  19.2368
O  1.7565  10.0509  20.2694
O  10.8681  3.3348  12.7367
O  3.5122  4.1481  14.1988
O  0.8546  8.6379  14.641
O  1.6592  10.4777  12.829
O  5.9796  4.8981  14.1507
O  4.2024  2.2051  16.1242
O  4.3925  2.262  10.0468
O  9.2833  2.6223  16.2474
O  7.4086  6.066  12.2948
O  3.8219  8.0381  10.3957
O  10.6577  4.5614  15.0872
O  11.3609  3.0578  10.1518
O  1.062  4.9454  11.6166
O  6.6877  2.8012  16.7719
O  7.7771  0.4199  16.497
O  8.8133  6.891  19.0616
O  2.454  8.22  16.6823
O  6.7806  6.4748  17.2913
O  10.8263  9.6333  12.7051
O  8.4746  8.4534  12.7233
O  7.9414  6.5071  14.9237
O  6.1753  8.0931  11.3766
O  5.9606  10.7132  20.3533
O  3.7401  8.4322  20.0973
O  10.6246  5.9978  12.877
O  9.551  4.922  9.4491
O  8.5818  4.2827  13.6243
O  4.5156  6.1739  19.2968
O  4.1779  9.8829  15.5153
O  3.7768  1.072  12.3004
O  7.7381  8.7126  16.5141
O  0.5082  10.5703  18.1181
O  11.1486  6.8115  10.3878
O  6.2921  1.38  11.9296
O  11.4042  4.2402  17.4199
O  7.3635  1.8346  14.3659
O  4.909  3.621  12.0853
O  3.1413  10.4889  17.9032
O  4.3536  6.1888  12.3983
O  9.3885  9.8944  14.8689
O  6.2029  10.3877  13.8676
O  4.8148  8.4209  17.7014
O  9.6854  10.0705  17.5708
O  11.1193  5.9526  19.9959
O  6.3701  8.2019  19.8122
O  1.4525  2.1651  11.9013
O  2.1444  1.5263  19.2382
O  7.4301  2.2139  20.193
O  5.2321  1.7499  18.7479
O  2.2214  5.3535  18.0836
O  0.5682  3.4428  19.9093
O  8.4974  7.3012  10.2936
O  9.5762  3.7703  20.2365
O  1.0733  6.1609  15.871
O  5.7726  7.8929  14.9919
O  4.6046  4.1389  17.7699
O  3.1939  3.8729  20.0264
O  2.3055  1.6933  14.3704
O  11.4318  8.1768  17.0119
O  8.4949  0.1275  12.6681
O  10.8031  8.5994  19.5092
O  8.9545  5.0483  17.1621
O  1.9104  3.5832  16.1325
O  1.0667  7.7263  12.2586

Results
free energy: -69880.370 eV
free energy less fixed offsets of As -2657.37, O -447.96, Si -113.29 eV per atom: 1.050 eV
gap between the highest filled and lowest empty level on this k mesh: 1.522 eV

The program warned: the cutoff lies below the one the program advises for these potential files; the model core charge is not resolved on the grid; the forces do not sum to zero within the program's tolerance; the exchange-correlation potential is rough where the density is thin.
